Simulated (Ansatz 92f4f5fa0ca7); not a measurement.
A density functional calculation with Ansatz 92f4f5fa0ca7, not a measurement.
Periodic cell of 261 atoms, Si144O117, from a study of silicon, its oxide and their interface. The atomic structure is a simulated model.

Settings: functional r2SCAN; potential files Ansatz PAW; basis plane waves; wave-function cutoff 800 eV; density cutoff ratio 5; exchange-correlation grid ratio 1; k mesh 1 x 1 x 1, shifted by 0.5 0.5 0 of a step; self-consistency stop 1e-10 eV per atom in the density residual; occupations fixed; spin none; net charge 0.

Cell vectors (angstrom)
a, 10.88, 0, 0
b, 0, 10.88, 0
c, -3.522, 2.4287, 37.8038

Atoms and the computed forces on them: element, x, y, z (angstrom), force x, y, z (eV/angstrom)
Si, 5.3892, -0.498, -2.8871, -0.0143, -0.0049, 0.1989
Si, 2.7077, 2.9011, -2.2975, -0.0387, 0.0251, 0.2042
Si, 2.5239, -2.9598, 0.1428, -0.0337, 0.0077, 0.0982
Si, 6.2002, 7.9004, -4.5724, -0.0226, 0.0282, 0.2293
Si, -2.7242, 2.3701, -8.4185, -0.0578, -0.0021, 0.0978
Si, 5.6213, 2.4721, -6.897, -0.0396, 0.025, 0.2269
Si, 6.8576, 6.3755, -1.9308, -0.0246, -0.0193, 0.2059
Si, 2.7698, -2.1165, -2.0083, 0.0361, 0.0534, 0.0988
Si, 3.2494, 3.3148, -0.0174, 0.0756, 0.0095, 0.0979
Si, 4.987, 5.0829, 0.1461, -0.0153, -0.0553, 0.1504
Si, 2.5779, -2.1875, -8.4847, -0.0156, -0.0429, 0.1597
Si, 6.0838, 0.4412, 0.0682, -0.0171, 0.0656, 0.1974
Si, -3.1368, 2.2257, 0.1757, -0.0795, 0.0214, 0.1423
Si, 0.2997, 5.6723, 0.0954, 0.0394, 0.0081, 0.1773
Si, 8.3499, 8.3703, 0.0776, -0.0266, -0.0113, 0.1776
Si, -0.4126, -0.2338, 0.1177, 0.0307, 0.01, 0.1919
Si, 1.4666, 4.0949, 1.3625, -0.0716, 0.0059, -0.052
Si, 4.0459, 6.7621, 1.4805, -0.008, 0.0149, -0.0035
Si, 1.3033, -1.347, 1.35, 0.0481, -0.0065, 0.0071
Si, 4.1848, 1.4396, 1.1733, 0.0234, 0.0194, -0.1149
Si, 6.7379, 4.0188, 1.3414, 0.003, -0.0255, -0.0939
Si, 9.5492, 6.8019, 1.3547, -0.0365, -0.0194, 0.0012
Si, 6.8507, 9.5739, 1.4414, 0.0241, -0.0153, -0.0195
Si, -1.4669, 1.2977, 1.5178, 0.0169, -0.001, -0.0145
Si, 0.0294, 2.7169, 2.6575, 0.0052, 0.0072, 0.0828
Si, 2.6797, 5.4484, 2.8577, 0.0213, -0.0112, 0.0086
Si, 0.0012, -2.7219, 2.7727, -0.0093, -0.0154, 0.0261
Si, 2.7552, 0.0613, 2.563, -0.0588, -0.0549, 0.0274
Si, 5.4321, 2.6875, 2.7672, 0.0017, -0.0099, -0.0059
Si, 8.1524, 5.4137, 2.6382, 0.0147, 0.0452, 0.0544
Si, 5.4427, 8.1867, 2.7096, 0.011, -0.0202, 0.0583
Si, 8.1421, -0.0389, 2.9269, -0.0099, -0.0077, 0.0407
Si, 1.3966, 1.36, 4.0037, -0.0327, -0.0067, -0.0004
Si, 4.0816, 4.0614, 4.1185, -0.0184, 0.0099, 0.0046
Si, 1.3269, -4.0636, 4.1773, -0.0087, 0.0065, 0.0025
Si, 4.0568, -1.3139, 4.0305, 0.0024, -0.0021, -0.0045
Si, 6.7655, 1.3616, 4.1854, 0.0298, -0.0282, 0.0343
Si, -1.3519, 4.08, 4.0358, 0.0146, -0.0191, -0.005
Si, 6.8144, 6.7877, 4.0254, -0.0163, 0.0104, -0.0128
Si, -1.3366, 9.478, 4.1716, 0.001, 0.037, -0.0096
Si, 2.7061, 2.6968, 5.4266, 0.0162, -0.0351, 0.014
Si, 5.4623, 5.4477, 5.4121, 0.0294, -0.0082, 0.0148
Si, 2.7271, -2.6774, 5.4577, 0.0243, 0.0006, 0.0114
Si, 5.3945, -0.0126, 5.4919, -0.0309, 0.0299, 0.0073
Si, -2.6998, 2.7401, 5.4614, -0.016, 0.0086, 0.0138
Si, -0.0438, 5.4257, 5.4822, 0.0251, -0.0139, 0.0092
Si, -2.7312, 8.11, 5.4478, -0.0283, 0.0393, 0.0074
Si, 0.0451, 0.0174, 5.4144, 0.0023, 0.0158, 0.018
Si, 1.3532, 4.0357, 6.7923, 0.0139, 0.0568, 0.0015
Si, 4.1133, 6.8007, 6.7816, -0.0668, 0.0069, 0.003
Si, 1.3565, -1.3175, 6.8168, 0.0041, -0.0251, -0.0179
Si, 4.0375, 1.3735, 6.834, 0.0381, -0.0111, 0.01
Si, 6.8021, 4.1165, 6.8057, -0.0117, -0.0506, 0.0111
Si, -1.406, 6.7881, 6.8462, 0.0537, -0.0176, -0.0136
Si, 6.7985, -1.4014, 6.7961, -0.0084, 0.0284, 0.005
Si, -1.319, 1.3542, 6.7938, -0.0217, -0.0064, -0.0035
Si, 0.022, 2.6951, 8.1941, -0.0116, -0.025, 0.0065
Si, 2.7438, 5.4028, 8.1109, -0.0073, -0.0249, 0.0035
Si, -0.0267, -2.6898, 8.1452, -0.0164, 0.0221, 0.0155
Si, 2.6841, 0.0308, 8.2042, 0.0042, 0.0453, -0.0035
Si, 5.4173, 2.7637, 8.153, -0.0031, -0.0087, 0.0015
Si, 8.1228, 5.4487, 8.22, -0.0168, -0.0059, 0.0092
Si, 5.4685, 8.1263, 8.1814, 0.0131, 0.0066, 0.0077
Si, 8.1841, -0.0309, 8.1244, 0.003, 0.0173, 0.0084
Si, 1.353, 1.3674, 9.6378, 0.0076, -0.0001, -0.0211
Si, 4.0727, 4.1005, 9.587, 0.0068, -0.0058, -0.0203
Si, 1.3608, 6.7791, 9.3893, 0.0026, -0.0116, -0.0159
Si, 4.078, -1.3647, 9.4495, -0.0014, 0.0374, -0.0491
Si, 6.8116, 1.3677, 9.4115, 0.007, 0.0303, -0.0607
Si, -1.3554, 4.0759, 9.4963, -0.0217, -0.0372, -0.0758
Si, 6.7841, 6.7887, 9.637, 0.01, -0.0106, -0.0218
Si, -1.3723, -1.3589, 9.5762, -0.0052, 0.0183, -0.0146
Si, 2.7219, 2.7589, 11.0019, -0.0182, -0.0027, -0.05
Si, 5.4, 5.4471, 11.027, -0.0236, 0.0179, -0.0602
Si, 2.7259, 8.1027, 10.7202, 0.0176, 0.0349, 0.096
Si, 5.431, 0.0371, 10.733, 0.0026, -0.0132, 0.0248
Si, -2.7208, 2.6904, 10.7912, 0.002, 0.0019, 0.0107
Si, 0.0069, 5.4821, 10.7794, -0.0153, -0.0399, 0.0391
Si, 8.1672, 8.1594, 10.9858, 0.0189, 0.0059, -0.0129
Si, -0.0234, -0.0159, 10.9882, 0.0333, -0.0255, -0.0515
Si, 1.3132, 4.2033, 12.2543, -0.0079, -0.0042, 0.048
Si, 3.9854, 6.8832, 12.3021, -0.041, -0.0039, 0.0787
Si, 1.3921, -1.5121, 12.1452, 0.0082, 0.0084, 0.025
Si, 4.1393, 1.3249, 12.2432, -0.0175, 0.0022, 0.0204
Si, -4.0495, 4.003, 12.2375, 0.0005, -0.0141, 0.0795
Si, -1.29, 6.764, 12.2899, -0.0099, 0.0012, 0.0516
Si, 6.7187, -1.2894, 12.1745, 0.0189, 0.0314, 0.0156
Si, -1.4152, 1.3939, 12.287, -0.0221, -0.0005, 0.0843
Si, -0.5283, 3.2912, 13.3844, -0.0285, 0.0365, -0.2418
Si, 2.2166, 5.9496, 13.5913, 0.0432, 0.0039, -0.1214
Si, 0.4814, -3.1854, 13.577, -0.0006, 0.015, -0.1224
Si, 6.8349, 4.5696, 22.4288, 0.0075, -0.0159, -0.0964
Si, 5.9933, 2.1644, 13.4585, 0.0289, -0.0544, -0.2331
Si, -2.2469, 4.935, 13.4305, 0.0669, -0.0455, -0.2211
Si, 4.9222, 8.7607, 13.4422, -0.0911, -0.0085, -0.1854
Si, -3.246, 0.4387, 13.4493, -0.0119, 0.0646, -0.1873
Si, 0.0176, -1.3569, -7.5649, -0.0458, -0.0123, 0.2086
Si, -2.7294, 0.4524, -10.554, -0.0181, -0.0244, 0.0761
Si, 7.6088, 5.4546, 16.3936, 0.0326, -0.0178, -0.2191
Si, 6.1755, 1.9109, 23.294, 0.0454, -0.0173, -0.1325
Si, 7.762, -0.4553, 24.2562, 0.0398, -0.0115, -0.1357
Si, 6.9652, 7.6432, -12.1105, 0.0091, -0.0144, 0.0415
Si, 4.1393, 4.7941, -8.1544, 0.0144, 0.0084, 0.1838
Si, 2.1328, -0.118, 15.3126, 0.0055, -0.0547, -0.1932
Si, 1.4457, 2.2849, 18.7058, 0.0348, 0.004, -0.1775
Si, -0.184, 7.626, 20.6965, 0.0348, 0.0228, -0.2296
Si, 5.343, 7.6121, 16.2402, -0.0473, 0.0641, -0.2052
Si, 2.9138, 7.4438, 20.1581, -0.0447, 0.0109, -0.192
Si, 1.7808, 7.3588, -11.1389, 0.0193, 0.03, 0.0381
Si, -1.4728, -0.6632, 21.6296, 0.0372, 0.0207, -0.1891
Si, 3.8122, 5.763, 22.6106, -0.0475, 0.0722, -0.1703
Si, 0.1484, -2.3037, 15.757, -0.002, -0.0107, -0.1418
Si, 0.9838, 0.3529, -2.3808, 0.0485, -0.0234, 0.2027
Si, -2.6967, 3.6523, -2.5065, -0.0033, -0.0333, 0.1743
Si, -2.634, -1.6628, -6.2786, 0.0289, -0.0352, 0.2317
Si, -1.0618, 6.7219, -11.5186, 0.0233, -0.0053, -0.0014
Si, 7.5298, -0.0745, 19.2033, -0.0378, -0.0756, -0.2056
Si, -0.2442, 1.1679, -9.2868, 0.0053, -0.0451, 0.0703
Si, -0.8129, 6.5906, 18.0144, 0.0374, 0.0521, -0.2303
Si, 5.427, 3.3416, 16.2796, -0.0074, -0.0368, -0.231
Si, 7.4699, 2.3741, 20.7283, 0.0664, -0.0928, -0.1934
Si, -1.0444, 5.7298, 22.9533, 0.0601, 0.0344, -0.1521
Si, 5.4302, 2.5305, -3.8186, -0.0273, 0.0032, 0.2771
Si, 6.3045, 4.7821, -12.5775, 0.0157, -0.0164, -0.0224
Si, 6.6816, -1.1579, -8.6364, 0.0085, 0.0108, 0.1498
Si, 0.0809, 4.6361, -2.8382, 0.0245, 0.0224, 0.1918
Si, 1.4084, 3.7902, 22.9032, -0.0342, -0.029, -0.1396
Si, 3.1927, 5.4811, 15.6929, 0.0237, 0.0609, -0.1916
Si, 5.0554, -1.5486, 18.7956, -0.0094, 0.0171, -0.178
Si, -2.1437, -0.1237, 16.3094, 0.0118, 0.0014, -0.2444
Si, 6.0207, 6.9298, -9.4234, -0.0448, -0.0132, 0.1067
Si, 2.5008, 2.7877, -9.8071, 0.055, 0.0025, 0.0801
Si, 3.1577, -0.5222, 13.2993, -0.0201, -0.0169, -0.1079
Si, 8.0254, 4.8772, -10.0948, -0.0327, 0.0075, 0.0603
Si, 1.8041, 5.1565, 18.4046, -0.0164, -0.0131, -0.1809
Si, 3.8486, 1.0959, 17.6174, -0.0304, -0.0158, -0.1702
Si, 3.5703, 6.9754, -6.1861, -0.0555, 0.0153, 0.2574
Si, 3.091, 4.6283, -12.2208, -0.0091, -0.0231, -0.0328
Si, 4.1354, 0.4764, -8.5865, 0.0025, 0.0193, 0.1147
Si, -0.3181, 1.915, 21.0809, 0.0125, -0.0491, -0.1856
Si, 6.93, -0.3868, -13.3079, 0.0168, 0.035, -0.0341
Si, -0.2846, -0.9236, -4.7693, 0.0186, -0.0345, 0.2225
Si, 0.0422, 1.9133, 15.9542, -0.0225, 0.0049, -0.2235
Si, 1.2463, 7.2399, -4.1221, -0.0001, -0.0196, 0.1905
O, -2.4903, 2.613, -1.285, 0.0029, 0.057, -0.1412
O, 1.4985, -1.1208, -2.0217, -0.0587, 0.0597, -0.0758
O, 0.0819, 0.7586, -1.0996, -0.0146, 0.0074, -0.1277
O, 3.9841, -1.2333, -2.5917, 0.0501, 0.0325, -0.0827
O, 6.0692, -0.2073, -1.449, -0.0001, -0.029, -0.141
O, 5.479, 5.8651, -1.2312, 0.0387, 0.0639, -0.0957
O, 7.8713, 5.1291, -1.9267, 0.0094, -0.0151, -0.0101
O, -0.2311, 5.0356, -1.3, -0.0224, -0.0085, -0.1199
O, -1.4505, -1.3834, -0.4802, -0.0228, 0.0156, -0.068
O, 6.7851, 3.3889, 23.5471, 0.0004, 0.0173, 0.0698
O, 4.7603, 2.425, 17.4352, 0.0029, 0.0081, 0.098
O, 2.9673, -0.6179, -8.3703, -0.0103, 0.0321, -0.0366
O, 6.5442, 6.7991, -3.4455, -0.0108, 0.0345, -0.1528
O, 1.6515, -2.6702, -12.5237, 0.0181, 0.0094, 0.0258
O, 5.8763, 7.5311, -10.9142, -0.0077, 0.0179, -0.0692
O, 0.1062, 4.644, 23.4293, -0.0195, 0.0054, 0.07
O, 4.1254, 3.1733, -3.0694, 0.1179, 0.0008, -0.1264
O, 5.2817, 3.6908, -7.8957, 0.0027, 0.0181, -0.0757
O, 1.3875, 7.9048, 20.4233, -0.0111, 0.0103, 0.0706
O, 0.8314, 0.8304, 15.0355, 0.0124, -0.0293, 0.074
O, 2.1323, 7.0125, -5.4497, 0.077, -0.0074, -0.1472
O, -2.6112, 5.3088, 22.6914, -0.0298, 0.0113, 0.0478
O, -1.4269, -2.0721, -7.3067, 0.0304, 0.0067, -0.0903
O, -1.2466, 1.7645, -8.1445, 0.0281, -0.0013, -0.0309
O, 5.3364, -2.1959, 15.0341, 0.0718, -0.0356, 0.1572
O, 6.6787, 1.4626, 21.8187, -0.0443, -0.0104, 0.111
O, 2.0717, 2.8278, 24.0345, 0.0132, -0.0357, 0.0649
O, -0.2458, 3.1714, 15.0021, 0.0063, -0.0496, 0.1836
O, 7.541, 7.6224, -1.1406, -0.0701, -0.0278, -0.1275
O, 4.5606, 2.0017, 23.3513, -0.0591, -0.008, 0.0333
O, 2.2348, 1.3589, -2.5505, 0.0073, 0.0013, -0.0624
O, 4.3376, 4.3333, 15.6039, -0.0112, 0.0057, 0.0375
O, -1.8149, 2.5304, 21.0163, -0.0158, 0.0469, 0.0605
O, 0.2396, 1.6872, 19.579, -0.0761, -0.0087, 0.1119
O, -1.1529, 0.8728, -10.6149, 0.0218, 0.0005, -0.0469
O, -2.4715, 3.8684, -8.9221, 0.0196, 0.0232, -0.0324
O, 6.3364, -1.083, 19.6744, 0.0308, 0.009, 0.0827
O, 0.9263, 2.4046, 17.1857, 0.0472, 0.0356, 0.1356
O, 5.4224, -0.3004, -9.1619, 0.011, 0.0062, -0.0761
O, 6.595, -1.9222, -12.9499, -0.018, -0.0173, 0.0011
O, 1.4731, 3.7938, -2.8774, -0.0221, -0.0118, -0.1169
O, 0.426, -0.5975, -6.1848, 0.0255, 0.0125, -0.1547
O, 7.3906, 7.9748, -5.6749, 0.0533, -0.0027, -0.109
O, 2.1376, 5.0551, 16.8296, -0.0532, -0.0308, 0.1359
O, 6.7698, 6.2889, -12.9798, 0.0078, 0.0188, -0.0224
O, 0.2291, 7.1766, -10.6206, -0.0266, -0.0019, 0.0007
O, 2.851, 4.0325, -8.7983, -0.0488, -0.0244, -0.0632
O, -2.4559, 5.1303, 15.0445, -0.0634, 0.0229, 0.1906
O, -1.3211, 1.2536, 16.501, -0.0154, 0.0138, 0.0619
O, -1.1316, -1.3403, 15.9859, -0.0295, 0.0161, 0.0512
O, -1.8935, -0.9217, -5.0285, -0.0638, -0.0042, -0.0799
O, 2.5219, 5.9632, -11.5022, 0.0036, -0.0079, -0.0041
O, 7.4181, 6.1429, -9.3077, 0.0482, -0.0199, -0.042
O, 7.2107, 2.2233, -7.1181, 0.074, -0.0043, -0.0766
O, 0.3376, 5.9448, -3.7591, 0.0089, 0.042, -0.0778
O, 2.7211, 1.3021, 18.7509, -0.0253, 0.0018, 0.0845
O, 2.6663, 4.6366, 22.2905, 0.0226, -0.0265, 0.0525
O, 6.5995, 6.6446, 16.0121, 0.0257, -0.0174, 0.0367
O, 7.853, -0.9431, -9.7509, 0.0309, -0.0013, -0.0749
O, -1.5405, 5.2866, -10.9556, 0.0198, -0.0196, -0.02
O, 4.774, 5.9422, -9.113, 0.0214, 0.0313, -0.0743
O, 5.3065, 0.9281, -3.63, 0.0246, 0.0244, -0.1139
O, 5.8819, 2.3722, 15.0788, 0.0177, 0.0415, 0.2015
O, 4.6473, 1.2131, -7.228, -0.0303, -0.0355, -0.0739
O, 1.0146, 2.1518, -9.562, -0.0164, 0.0152, -0.0135
O, 3.8254, -2.2049, 19.6143, -0.0416, -0.0321, 0.0936
O, -2.3785, 7.6889, -11.5495, -0.0044, 0.0253, 0.0052
O, 6.194, -2.6848, -8.4444, -0.0126, -0.0386, -0.0367
O, -0.4089, 0.5257, 21.8999, 0.0175, -0.0171, 0.0766
O, 3.9283, 6.8408, 16.1826, 0.0333, 0.0176, 0.0617
O, 6.9149, 4.3324, -11.1406, -0.006, -0.0166, -0.0152
O, 4.6784, -0.1887, 18.0367, 0.0414, -0.0306, 0.0712
O, -2.5976, -0.7172, 22.7686, -0.0542, 0.0006, 0.1218
O, 2.3629, 7.5322, -2.9791, -0.0263, -0.0631, -0.1013
O, 0.7757, 2.8646, 21.7523, 0.0611, 0.0506, 0.0936
O, -1.0181, 7.5704, 19.2927, -0.0079, 0.0414, 0.1446
O, 2.6579, 3.3581, -11.3069, -0.0028, -0.0102, -0.0256
O, -0.05, 7.3649, 16.8101, -0.0314, -0.0735, 0.1658
O, -0.4675, 6.7119, -13.0401, -0.03, -0.0162, 0.0275
O, 7.2377, -0.7311, -7.1582, -0.0532, 0.0475, -0.129
O, 3.4238, 6.2595, 24.0967, -0.0061, 0.0064, 0.0696
O, 7.2286, 1.5351, 19.3508, -0.0048, 0.0823, 0.0885
O, 7.8944, -0.3926, 17.656, -0.0548, -0.0001, 0.1476
O, 4.7852, 7.4701, -5.2309, -0.047, -0.0221, -0.0905
O, -1.2626, 3.8019, -3.2982, -0.0026, -0.022, -0.0858
O, 3.767, 5.4633, -6.729, 0.0187, -0.0671, -0.108
O, 7.5472, 0.3844, -12.0298, -0.0082, 0.0259, -0.0155
O, -0.7074, -2.057, 21.6129, -0.019, 0.0107, 0.0894
O, 1.3864, 6.8114, -0.3244, 0.0381, -0.0447, -0.0435
O, -2.1078, -0.3976, 20.1713, 0.0552, -0.0008, 0.0953
O, 4.6974, 4.6904, -12.4406, 0.0066, 0.0035, -0.0002
O, 6.8614, 3.1246, -3.3055, -0.0429, -0.0161, -0.1016
O, 3.1524, 0.7424, 16.2095, 0.0623, 0.0687, 0.1599
O, 7.7693, 0.0062, 15.0284, 0.0276, -0.0266, 0.1954
O, 0.2233, 5.4685, 18.535, -0.0104, -0.0315, 0.0922
O, -1.0987, 6.8543, 24.1192, -0.0112, 0.0147, 0.0598
O, 2.6381, -2.7376, -10.0088, 0.0105, -0.0309, -0.0984
O, -0.4462, 6.2796, 21.5455, -0.026, -0.0879, 0.1301
O, 5.3421, 2.891, -5.3756, 0.0046, 0.0139, -0.2205
O, 7.4375, 1.6015, -9.6567, -0.0184, -0.0145, -0.0593
O, 5.5297, -2.6043, 17.68, 0.0112, 0.0345, 0.1425
O, 1.9889, 3.7391, 19.1457, 0.0213, 0.0005, 0.0736
O, 0.0891, 0.2377, -3.7157, -0.0546, -0.0108, -0.1309
O, 0.2257, -2.3901, -4.2852, -0.0429, 0.0239, -0.0693
O, 6.1721, -1.5195, -3.857, 0.0473, -0.0257, -0.1089
O, 6.6999, 4.1809, 16.8552, 0.0078, -0.0091, 0.0895
O, 3.6147, 6.9315, 21.5121, 0.0538, -0.0582, 0.148
O, -0.5668, -1.5842, -13.4743, -0.0044, -0.0019, 0.0488
O, 3.582, 1.6009, -9.5989, -0.0121, 0.0184, -0.0626
O, 3.5715, 7.9293, -7.4817, 0.0036, 0.0534, -0.1172
O, 0.1555, -0.2976, -8.7646, 0.0108, 0.0585, -0.1027
O, -2.2102, 5.9269, 17.5285, 0.0047, -0.0161, 0.091
O, 1.0926, -2.4871, -7.9264, 0.0003, -0.0029, -0.0559
O, 1.5345, -1.4618, 16.0599, -0.0211, 0.014, 0.0766
O, 6.8805, 3.8813, 20.927, -0.0185, 0.0502, 0.0806
O, 2.7985, 6.2429, 19.07, 0.0508, 0.037, 0.0875
O, 5.4022, 5.358, 22.5405, 0.0268, -0.002, 0.038

Results
free energy: -158844.596 eV
free energy less fixed offsets of O -570.45, Si -639.56 eV per atom: -5.306 eV

The program warned: the cutoff lies below the one the program advises for these potential files; the forces do not sum to zero within the program's tolerance; empty levels may hold ghost states of the PAW files; the exchange-correlation potential is rough where the density is thin.
